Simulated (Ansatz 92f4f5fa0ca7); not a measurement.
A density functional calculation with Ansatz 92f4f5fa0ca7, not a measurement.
Periodic cell of 215 atoms, Si131O82As2, from a study of silicon, its oxide and their interface. The atomic structure is a simulated model.
Doubt: the cutoff is far below the 930 eV that the study's wrapper takes by default for these files, so forces and energies are approximate.
This geometry differs little from another in the collection (a relaxation step or a small displacement).

Settings
functional: PBE
potential files: Ansatz PAW
basis: plane waves
wave-function cutoff: 580 eV
density cutoff ratio: 5
exchange-correlation grid ratio: 1
k mesh: 1 x 1 x 1, Gamma-centred
self-consistency stop: 5e-08 eV per atom in the density residual
occupations: fixed
spin: none
net charge: 0

Cell vectors (angstrom)
a  10.938  0  0
b  0  10.938  0
c  0  0  31.5432

Atoms: element, x, y, z (angstrom)
Si  10.4321  0.5724  24.3371
Si  6.0411  10.4979  24.144
Si  2.1273  3.2442  24.0836
Si  8.7012  2.2566  24.2946
Si  0.4958  5.05  24.1597
Si  5.0506  5.8939  24.1973
Si  3.391  7.646  24.1604
Si  7.8282  8.8246  23.9919
Si  1.3405  1.4753  25.4533
Si  6.9102  1.3083  25.48
Si  4.0236  4.1001  25.3246
Si  9.6551  4.1003  25.4075
Si  1.4871  6.8163  25.3585
Si  6.8926  6.9482  25.2448
Si  4.2203  9.5356  25.3327
Si  9.5276  9.639  25.4309
Si  2.7766  0.0012  26.648
Si  8.2101  -0.021  26.9251
Si  0.0045  2.7724  26.902
Si  5.4475  2.7356  26.6678
Si  2.7467  5.4419  26.8258
Si  8.2195  5.5217  26.6333
Si  0.0364  8.2067  26.6533
Si  5.5397  8.2035  26.7848
Si  4.1095  1.3637  28.07
Si  9.5781  1.3779  28.233
Si  1.3779  4.13  28.2315
Si  6.833  4.136  28.0245
Si  4.1431  6.8297  28.133
Si  9.5933  6.8483  28.0514
Si  1.3944  9.5802  28.0445
Si  6.8291  9.5464  28.2312
Si  0.0313  -0.0195  29.4988
Si  5.4477  0.0162  29.5027
Si  2.7542  2.7161  29.4997
Si  8.173  2.7701  29.4879
Si  -0.0215  5.4997  29.5055
Si  5.4884  5.459  29.4863
Si  2.7416  8.2065  29.4673
Si  8.233  8.1766  29.5028
Si  1.3673  1.3673  30.8594
Si  6.8362  1.3673  30.8594
Si  4.1018  4.1018  30.8594
Si  9.5708  4.1018  30.8594
Si  1.3673  6.8362  30.8594
Si  6.8362  6.8362  30.8594
Si  4.1018  9.5708  30.8594
Si  9.5708  9.5708  30.8594
Si  2.7345  0  0.6835
Si  8.2035  0  0.6835
Si  0  2.7345  0.6835
Si  5.469  2.7345  0.6835
Si  2.7345  5.469  0.6835
Si  8.2035  5.469  0.6835
Si  0  8.2035  0.6835
Si  5.469  8.2035  0.6835
Si  4.1028  1.3611  2.0465
Si  9.5267  1.3912  2.0414
Si  1.3263  4.1373  2.0496
Si  6.8416  4.0958  2.0575
Si  4.0737  6.8714  2.0401
Si  9.5901  6.8171  2.0516
Si  1.3546  9.5694  2.0604
Si  6.8229  9.5809  2.0594
Si  -0.0711  -0.0005  3.3583
Si  5.4522  0.006  3.4663
Si  2.6869  2.7328  3.3339
Si  8.1814  2.7282  3.4857
Si  -0.0276  5.479  3.5155
Si  5.4473  5.495  3.3419
Si  2.7148  8.2131  3.4729
Si  8.2248  8.193  3.3684
Si  1.2769  1.3849  4.6794
Si  6.8094  1.3689  4.8628
Si  4.0433  4.1337  4.654
Si  9.552  4.0727  4.8977
Si  1.3556  6.8593  4.8902
Si  6.8514  6.8333  4.7071
Si  4.0534  9.6014  4.8418
Si  9.5397  9.5615  4.7693
Si  2.5962  0.0565  6.1068
Si  8.2283  0.019  6.207
Si  -0.0188  2.6635  6.2194
Si  5.3618  2.7907  6.0755
Si  2.7364  5.4353  6.164
Si  8.0999  5.419  6.1778
Si  0.029  8.3065  6.2197
Si  5.4431  8.1543  6.0909
Si  3.4739  1.9392  7.1879
Si  10.0199  0.8606  7.4904
Si  1.7695  3.6596  7.3915
Si  6.1994  4.5369  7.3949
Si  4.6161  6.317  7.2677
As  9.2406  7.1376  7.451
Si  0.8835  10.1702  7.54
As  7.3216  8.9973  7.3957
O  4.584  6.6287  8.8857
O  1.4071  3.9483  8.9915
O  10.1324  6.2353  8.8109
O  1.2955  10.1202  9.1669
O  6.0499  4.2203  9.026
O  3.7032  1.6035  8.7746
O  7.072  8.8908  9.2444
O  9.6371  1.0947  9.0848
O  8.2491  2.5251  22.7305
O  10.9894  5.5444  22.6404
O  5.635  0.083  22.6322
O  5.2994  5.3981  22.6346
O  2.1473  2.7915  22.4808
O  3.3253  7.8377  22.508
O  8.3794  8.7359  22.4126
O  -0.1712  11.2255  22.7507
Si  2.1838  2.9264  12.9045
Si  8.6721  1.316  10.3761
Si  1.0732  4.4754  15.3396
Si  7.5769  5.5801  12.1758
Si  2.4096  8.171  21.2107
Si  5.4273  7.7979  12.4859
Si  9.2798  0.434  15.5074
Si  2.9175  -0.0605  16.668
Si  10.4768  1.1293  12.6054
Si  7.7613  2.8235  21.2224
Si  9.1535  8.7641  14.4817
Si  1.539  4.7321  10.4216
Si  4.4834  9.4682  19.1407
Si  11.0671  6.091  21.1102
Si  6.6319  10.4197  14.8705
Si  5.3885  0.7238  21.1673
Si  2.3427  9.8098  10.3955
Si  0.428  10.6245  21.3865
Si  5.8516  5.2497  21.1246
Si  3.6529  7.091  10.1145
Si  9.0513  5.665  14.8418
Si  3.6536  4.0716  19.0972
Si  10.0319  3.6561  19.3103
Si  4.2637  8.6442  15.3812
Si  0.4635  1.9061  17.1604
Si  6.7978  7.527  19.2432
Si  5.265  3.6152  16.7535
Si  7.7895  5.0089  17.5209
Si  6.6422  9.9302  10.4242
Si  4.37  1.0648  10.1265
Si  -0.021  9.0615  11.9108
Si  9.0988  8.6253  20.9381
Si  4.5778  1.6408  14.609
Si  2.4435  2.0724  21.0484
Si  6.3193  3.3492  10.3791
Si  3.4245  5.8999  16.737
Si  10.0157  6.4212  10.4282
O  0.1282  2.6189  18.5873
O  2.9351  9.6192  15.5845
O  10.8578  4.7965  20.1419
O  7.5714  2.4175  9.943
O  11.0398  5.2708  11.0303
O  6.6497  6.7681  12.8107
O  10.3642  7.9911  10.8059
O  7.6847  9.4301  14.0272
O  8.4926  6.1327  10.9431
O  5.358  10.4739  20.0689
O  2.2732  3.6755  11.4458
O  7.9734  8.5454  19.7546
O  6.2115  6.7231  20.5414
O  5.5268  2.7033  15.4275
O  1.3043  0.915  20.7005
O  6.0132  9.1247  11.711
O  4.6181  4.9764  16.1207
O  6.5993  3.9045  17.65
O  10.5247  10.6397  11.8052
O  5.6014  0.4741  14.0184
O  8.0131  5.0771  15.9233
O  9.7547  9.7979  15.6047
O  -0.3962  5.1092  15.129
O  1.5621  6.8296  20.7965
O  1.5023  0.6185  17.1795
O  6.5891  1.7672  20.7962
O  1.0244  1.7631  12.8346
O  3.224  5.4765  18.3267
O  9.537  1.9991  11.5935
O  1.0388  3.0819  16.1884
O  8.5899  5.1384  13.3739
O  10.2911  8.5667  13.3249
O  1.4438  9.3906  21.6889
O  10.0795  9.9251  20.6075
O  3.1714  0.2153  10.8888
O  5.0643  2.3775  10.8422
O  1.751  4.12  13.9134
O  7.9139  10.8755  10.8634
O  9.1454  4.4675  18.2155
O  5.6459  9.471  15.7897
O  5.5295  -0.0112  9.7778
O  3.611  2.2629  13.4256
O  1.9793  5.6327  16.0374
O  9.7212  1.0117  14.0417
O  4.4142  6.9606  11.533
O  4.7445  4.4868  20.2226
O  9.9608  1.3381  16.6497
O  6.6637  4.3336  11.6389
O  5.5827  8.3935  18.5773
O  9.065  2.73  20.2479
O  3.6291  1.1153  15.816
O  4.2246  3.0662  17.915
O  9.9076  7.2092  20.8867
O  3.3341  8.6607  9.8081
O  3.9256  7.4138  16.4046
O  7.6473  0.4562  15.7214
O  8.9545  7.2769  15.0642
O  3.928  1.4259  21.1516
O  1.607  9.1324  11.7073
O  2.3638  6.1165  10.1783
O  7.3597  6.4583  18.1411
O  7.2152  4.3575  21.1193
O  4.5594  8.1805  13.8308
O  3.3339  8.6482  19.9648
O  2.4892  3.226  19.8767
O  3.7341  10.3449  17.9825

Results
free energy: -139623.509 eV
free energy less fixed offsets of As -4856.12, O -568.88, Si -635.61 eV per atom: 1.801 eV

Forces (eV/angstrom), in the order of the atoms: element, x, y, z
Si  0.006  0.0028  -0.0078
Si  -0.0011  0.0216  0.0159
Si  0.0002  -0.0134  -0.0073
Si  -0.0217  -0.0041  0.0005
Si  -0.0033  0.0127  0.0043
Si  0.0132  -0.0066  -0.0135
Si  -0.006  -0.0011  -0.0021
Si  0.0098  -0.011  -0.0086
Si  -0.0172  0.0223  0.0378
Si  0.0189  -0.0221  0.045
Si  -0.0182  0.0061  0.0181
Si  0.0199  -0.0238  0.0313
Si  0.0116  -0.012  0.0238
Si  -0.0076  0.0103  0.0086
Si  0.0076  -0.0182  0.011
Si  -0.0347  0.0104  0.0482
Si  -0.0021  0.016  -0.069
Si  0.0021  -0.0028  0.096
Si  0.0079  -0.0002  0.094
Si  -0.0021  -0.0016  -0.0567
Si  0.0061  -0.0026  0.0575
Si  0.0125  0.0111  -0.0668
Si  0.0062  0.017  -0.0613
Si  0.0122  0.0073  0.0424
Si  0.0052  0.0124  0.0377
Si  -0.0085  0.0022  -0.1714
Si  -0.0026  -0.0249  -0.1672
Si  0.018  -0.0398  0.0706
Si  -0.0501  0.0225  -0.0297
Si  -0.0096  0.0024  0.0521
Si  -0.013  -0.0105  0.0705
Si  0.0358  0.0426  -0.1652
Si  0.0188  -0.0297  -0.0085
Si  -0.0112  0.0189  0.0316
Si  0.0096  -0.0148  0.0063
Si  -0.0343  0.0338  0.0086
Si  -0.022  0.0145  0.0411
Si  0.0091  -0.0206  -0.0166
Si  0.0002  -0.008  -0.007
Si  0.0099  -0.0162  0.0152
Si  0.1863  -0.0994  0.1196
Si  -0.119  0.1291  -0.054
Si  0.1664  -0.1054  0.0131
Si  -0.1689  0.1295  -0.0254
Si  0.0128  0.2168  -0.0862
Si  0.1965  -0.1408  0.0652
Si  -0.1423  0.0256  -0.0408
Si  0.1423  -0.1695  0.0615
Si  -0.0323  -0.1373  0.1118
Si  -0.1842  0.107  -0.1108
Si  -0.2142  0.0905  -0.0349
Si  0.0825  -0.0323  0.0895
Si  -0.1344  0.1446  -0.0436
Si  0.065  -0.0796  0.0718
Si  0.1047  -0.0719  0.0269
Si  -0.082  0.1574  -0.0914
Si  0.0064  0.0064  -0.0224
Si  -0.0597  0.0463  -0.0111
Si  -0.0188  0.0261  0.0104
Si  0.0735  -0.0135  -0.0261
Si  -0.0363  0.0759  -0.0202
Si  0.0175  -0.0193  -0.0538
Si  0.001  -0.0563  -0.0299
Si  0.0023  -0.0039  0.0004
Si  0.1002  0.0662  0.1276
Si  0.004  -0.0085  0.0037
Si  0.0187  -0.0035  0.1577
Si  -0.0236  0.0133  -0.1194
Si  0.0122  -0.0069  -0.0323
Si  -0.0648  -0.0593  0.1698
Si  0.0161  0.0306  -0.1138
Si  -0.0597  0.0076  0.1538
Si  -0.0151  -0.0058  -0.0382
Si  0.0958  0.1111  0.0393
Si  -0.0093  0.0093  -0.0569
Si  -0.1274  -0.1047  0.023
Si  0.0925  0.1178  0.0265
Si  0.0332  -0.0558  0.0505
Si  -0.1137  -0.1348  0.0443
Si  0.0478  -0.029  0.0817
Si  0.0253  0.0173  -0.0464
Si  -0.1239  0.1944  -0.0727
Si  0.0507  0.0464  -0.0302
Si  -0.0261  -0.0361  -0.0726
Si  -0.0273  -0.0609  -0.0233
Si  0.0476  0.1649  -0.1046
Si  -0.1739  -0.0451  -0.1392
Si  -0.2059  0.1795  -0.0755
Si  -0.0432  0.0639  0.0271
Si  0.0285  0.0074  -0.0075
Si  -0.0411  0.0447  0.0092
Si  0.0158  0.0419  0.0227
Si  0.0468  -0.0403  -0.0588
As  0.0397  -0.0599  0.7043
Si  -0.0147  -0.0303  0.0522
As  -0.0785  -0.0908  -0.0745
O  0.025  0.0271  -0.0002
O  0.01  0.0028  0.0395
O  0.4655  -0.4597  0.2987
O  -0.0069  0.0077  -0.0164
O  0.0044  -0.0127  0.0301
O  0.0198  0.0041  0.0348
O  0.0285  -0.0179  -0.4189
O  -0.0047  -0.0378  -0.0585
O  0.0032  -0.0028  0.0237
O  -0.0004  -0.0051  0.015
O  -0.0007  -0.0013  0.0135
O  -0.0046  0.0027  0.0288
O  0.0029  0.0009  0.0135
O  0.0035  0.0023  0.0142
O  -0.0071  0.0047  0.0179
O  -0.0002  0.0039  0.0259
Si  -0.0152  0.0266  -0.0157
Si  -0.0259  0.0316  0.0366
Si  -0.0024  -0.0013  0.0073
Si  0.0952  0.038  -0.0965
Si  -0.0001  -0.0008  -0.0216
Si  0.0028  -0.0715  0.0393
Si  -0.0034  -0.0079  0.0025
Si  0.0018  0.0111  -0.001
Si  0.0026  -0.0122  0.0145
Si  0.009  0.0045  -0.0348
Si  0.0106  -0.004  -0.0236
Si  -0.0955  0.0005  -0.0502
Si  -0.0003  0.0062  -0.0091
Si  0.0054  -0.0037  -0.0271
Si  0.0292  -0.0008  0.0098
Si  -0.0066  -0.0068  -0.0317
Si  -0.0028  -0.0087  0.0449
Si  0.0124  -0.0035  -0.0225
Si  0.003  0.0042  -0.0272
Si  -0.0792  -0.0512  0.0413
Si  0.0161  0.0068  -0.0267
Si  -0.0021  -0.0017  -0.0126
Si  0.0028  -0.0026  -0.0066
Si  0.0003  0.0106  0.0221
Si  0.004  0.0004  -0.0019
Si  0.0004  -0.0007  -0.0027
Si  -0.0076  -0.001  0.0023
Si  0.0019  -0.007  0.004
Si  -0.0779  0.2021  -0.037
Si  0.0305  -0.0369  -0.0486
Si  -0.0534  -0.1013  -0.0665
Si  0.0019  -0.0004  -0.0216
Si  -0.0146  -0.0051  0.0084
Si  0.0025  0.0006  -0.0216
Si  0.0291  0.0162  0.0242
Si  -0.009  -0.0046  -0.0013
Si  -0.0081  -0.0528  -0.4882
O  -0.0009  0.0005  0.0053
O  0.005  -0.0101  -0.0034
O  -0.0006  0.004  0.0081
O  0.0257  -0.0048  0.028
O  0.0558  -0.0033  0.024
O  -0.0192  0.0229  0.0003
O  0.0407  0.0679  0.0632
O  -0.018  -0.003  -0.0051
O  -0.0543  -0.0343  0.0799
O  0.0006  0.0008  0.0087
O  0.0404  -0.031  0.0233
O  0.0036  -0.0023  0.0053
O  -0.0015  -0.004  0.0078
O  0.0058  0.0005  0.0005
O  -0.0051  -0.0025  0.0097
O  0.0555  0.0126  -0.128
O  0.0043  -0.0035  0.0019
O  0.0016  0.0018  -0.0025
O  0.0015  0.0074  -0.0018
O  0.0022  -0.0079  -0.013
O  -0.0084  -0.007  0.0132
O  0.0049  -0.0035  0.0055
O  -0.0007  -0.0043  0.0008
O  -0.0009  0  0.0094
O  0.0004  -0.0018  0.0042
O  0.0014  -0.002  0.0119
O  -0.0011  -0.0191  -0.0088
O  0.0076  -0.0023  0.0054
O  -0.0101  0.0051  -0.0195
O  0.0015  -0.0019  -0.0014
O  -0.0135  -0.0076  0.0246
O  0.0004  0.0117  0.036
O  -0.0015  0.0005  -0.0024
O  -0.0028  -0.0024  0.0082
O  -0.0079  0.0063  0.0023
O  -0.0206  -0.0145  -0.0037
O  -0.0019  -0.0052  0.0122
O  -0.0233  -0.0366  -0.0058
O  0.0002  0.0004  0.0004
O  -0.0033  -0.0089  0.0004
O  0.0289  -0.0283  -0.0156
O  0.0033  0.0027  -0.0066
O  0.0022  -0.006  -0.0085
O  0.008  0.003  -0.0027
O  0.0238  0.0272  -0.0128
O  0.0036  0.0039  0.0109
O  0.001  -0.0039  0.0016
O  -0.0208  -0.0171  -0.0025
O  0.0015  -0.0041  0.0032
O  -0.0022  -0.0002  0.0069
O  0.0028  0.004  0.0046
O  0.0029  0.0018  0.0011
O  0.0038  -0.0014  0.0072
O  0.0075  -0.0079  0.0179
O  0.0068  0.0078  -0.0098
O  0.0015  0.0002  0.0031
O  -0.0015  -0.0042  0.0098
O  0.0084  0.0015  0.0045
O  0.0177  0.0349  -0.0224
O  0.058  0.0218  0.0201
O  0.0019  0.0008  0.0011
O  -0.0021  -0.01  0.0089
O  0.0096  0.0084  -0.0241
O  -0.0007  -0.0048  0.0067
O  0.0001  -0.0023  0.0076
O  0.0046  -0.0093  0.0075

The program warned: the cutoff lies below the one the program advises for these potential files; the exchange-correlation potential is rough where the density is thin.
